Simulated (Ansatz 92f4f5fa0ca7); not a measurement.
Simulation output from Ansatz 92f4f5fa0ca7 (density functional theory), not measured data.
Periodic cell of 225 atoms, Si132O91B2, from a study of silicon, its oxide and their interface. The atomic structure is a simulated model.
Doubt: the cutoff is far below the 930 eV that the study's wrapper takes by default for these files, so forces and energies are approximate.
This geometry differs little from another in the collection (a relaxation step or a small displacement).

Settings: functional PBE; potential files Ansatz PAW; basis plane waves; wave-function cutoff 580 eV; density cutoff ratio 5; exchange-correlation grid ratio 1; k mesh 1 x 1 x 1, Gamma-centred; self-consistency stop 5e-08 eV per atom in the density residual; occupations fixed; spin none; net charge 0.

Cell vectors (angstrom)
a	10.938	0	0
b	0	10.938	0
c	0	0	31.9494

Atoms: element, x, y, z (angstrom)
Si	10.6761	-0.0217	24.414
Si	5.1205	0.1	24.6497
Si	2.8703	2.2729	24.5411
Si	8.6174	2.4096	24.5736
Si	10.7541	5.5616	24.3257
Si	5.2068	5.5876	24.4481
Si	3.0367	7.9248	24.4148
Si	8.4639	7.8047	24.4213
Si	1.3321	1.1143	25.842
Si	6.851	1.3058	25.7383
Si	4.0274	3.9938	25.7368
Si	9.7276	4.007	25.8525
Si	1.3758	6.7714	25.669
Si	6.8446	6.7016	25.7533
Si	4.0437	9.4498	25.9519
Si	9.5226	9.4235	25.7979
Si	2.6707	-0.1531	27.2868
Si	8.1699	-0.0885	27.1446
Si	0.1094	2.6379	27.2105
Si	5.4846	2.6993	27.1155
Si	2.6977	5.3958	27.1125
Si	8.2235	5.348	27.1382
Si	0.0401	8.1306	27.1293
Si	5.5441	8.1223	27.1804
Si	4.1053	1.3168	28.5011
Si	9.5596	1.3164	28.5011
Si	1.4064	4.0553	28.5674
Si	6.8307	4.0478	28.5294
Si	4.1028	6.7707	28.4894
Si	9.5766	6.7721	28.486
Si	1.3128	9.4704	28.6194
Si	6.8455	9.5221	28.5648
Si	-0.0183	-0.0129	29.9127
Si	5.4765	-0.0165	29.8972
Si	2.7782	2.7021	29.9058
Si	8.2136	2.706	29.8887
Si	0.01	5.4448	29.8919
Si	5.4757	5.4445	29.8891
Si	2.7628	8.153	29.9064
Si	8.2395	8.1662	29.8914
Si	1.3673	1.3673	31.2657
Si	6.8362	1.3673	31.2657
Si	4.1018	4.1018	31.2657
Si	9.5708	4.1018	31.2657
Si	1.3673	6.8362	31.2657
Si	6.8362	6.8362	31.2657
Si	4.1018	9.5708	31.2657
Si	9.5708	9.5708	31.2657
Si	2.7345	0	0.6835
Si	8.2035	0	0.6835
Si	0	2.7345	0.6835
Si	5.469	2.7345	0.6835
Si	2.7345	5.469	0.6835
Si	8.2035	5.469	0.6835
Si	0	8.2035	0.6835
Si	5.469	8.2035	0.6835
Si	4.081	1.3939	2.0635
Si	9.5813	1.3643	2.0364
Si	1.3452	4.144	2.0581
Si	6.8194	4.1404	2.0486
Si	4.0916	6.8464	2.0451
Si	9.5637	6.8497	2.0569
Si	1.3576	9.6045	2.0589
Si	6.7927	9.6321	2.0414
Si	0.0134	0.057	3.4548
Si	5.4345	0.0457	3.4616
Si	2.7193	2.8	3.4161
Si	8.2392	2.7864	3.3468
Si	0.0299	5.543	3.466
Si	5.467	5.5297	3.4418
Si	2.7452	8.2454	3.3955
Si	8.1913	8.2872	3.3496
Si	1.3803	1.4661	4.833
Si	6.8441	1.5024	4.7125
Si	4.0487	4.1908	4.7995
Si	9.5888	4.118	4.7561
Si	1.3679	7.0029	4.8404
Si	6.8201	7.003	4.7421
Si	4.0495	9.5844	4.832
Si	9.5453	9.6018	4.7622
Si	2.616	-0.0479	6.2062
Si	8.2082	0.1251	6.0401
Si	0.0322	2.8606	6.2572
Si	5.4633	2.8255	6.1089
Si	2.7698	5.6632	6.1955
Si	8.2454	5.6161	5.9587
Si	0.0185	8.3969	6.2718
Si	5.4872	8.3141	6.258
Si	4.3458	1.1274	7.3464
Si	9.7447	1.2155	7.4532
Si	1.206	4.5345	7.5196
Si	6.6411	4.5495	7.2737
Si	4.3455	6.7549	7.6578
Si	9.7638	6.6632	7.4608
B	0.833	10.15	7.0491
Si	6.7082	9.9614	7.4553
O	9.6316	1.2161	23.9817
O	4.1513	6.7749	23.9438
O	4.0555	1.2197	24.0285
O	9.5817	6.6765	23.8916
O	0.0033	5.5969	7.9898
O	5.5273	0.1035	7.9289
O	0.0131	0.0494	7.7569
O	5.5536	5.6309	7.9375
O	7.6663	3.9901	8.4302
O	8.7773	7.0836	8.7321
O	8.9503	1.6767	8.8512
O	7.6046	9.4779	8.7696
O	3.5951	1.8164	8.6254
O	3.6225	7.2697	9.0965
O	2.0907	4.0223	8.8372
O	8.1991	3.4665	23.3703
O	0.5021	4.9071	22.9409
O	1.9531	2.723	23.2536
O	5.8848	4.8773	23.116
O	5.5643	9.975	23.4742
O	2.5014	8.6636	23.0309
O	0.248	10.0462	23.0789
O	7.8299	8.5444	23.0801
Si	8.7805	7.6516	18.4361
Si	9.007	6.3057	13.5984
Si	3.9576	1.4983	14.7392
Si	2.2767	5.7022	17.6438
Si	2.5205	3.0925	19.5
Si	10.0597	8.9729	12.0039
Si	1.3965	9.3925	22.081
Si	9.3701	0.9127	13.1806
Si	1.5814	5.0109	13.005
Si	2.0462	8.1797	12.717
Si	6.713	9.5346	22.4218
Si	4.6822	4.5426	15.7516
Si	8.2989	3.0206	9.5509
Si	0.955	8.2039	19.2616
Si	7.0415	1.317	21.0916
Si	8.3501	8.3426	9.6815
Si	11.0561	5.1435	15.5984
Si	7.7192	9.4537	16.3027
Si	10.0227	2.0138	20.289
B	3.7899	8.0018	10.2745
Si	6.8481	3.2866	17.4407
Si	1.2619	0.1665	19.7996
Si	3.3637	2.7749	12.3075
Si	7.3384	5.3573	19.6949
Si	5.9985	8.5713	11.6513
Si	5.9873	5.9915	13.2561
Si	4.7736	9.6572	17.5878
Si	1.0864	3.5696	22.1722
Si	5.0065	1.4265	18.8017
Si	3.2269	3.0909	9.542
Si	6.6229	10.7979	13.784
Si	10.5145	0.0687	15.9619
Si	5.758	3.6254	11.143
Si	10.0137	3.8377	11.864
Si	2.5063	9.8586	15.4922
Si	6.1949	8.0859	19.7833
Si	7.0052	3.9531	22.379
Si	9.9039	2.7195	17.36
O	7.4233	6.308	13.9705
O	2.0054	7.0162	18.6871
O	10.4477	3.9639	16.5006
O	6.3115	9.9208	17.0287
O	10.3192	0.7094	14.48
O	8.5676	6.0727	18.8636
O	5.356	0.682	14.4278
O	5.8658	1.9986	17.5486
O	8.4347	1.8927	20.5221
O	2.1133	4.2545	18.4128
O	7.062	2.7862	10.6102
O	4.9944	2.6426	12.1947
O	6.1814	4.34	16.3903
O	4.6223	3.9021	9.956
O	10.7613	2.7349	21.5539
O	9.9114	6.116	14.9542
O	6.124	6.4489	19.8253
O	4.2069	0.1178	18.244
O	9.5022	10.4763	12.3076
O	3.0255	4.3255	12.7226
O	1.9936	10.6675	21.215
O	4.0975	2.6652	19.3788
O	0.892	9.9872	15.9135
O	1.3856	9.7619	18.8317
O	1.8175	1.6163	19.2709
O	9.1042	10.3274	16.471
O	5.0064	8.5339	18.7543
O	9.7445	8.7932	10.4068
O	6.8977	4.0255	18.8879
O	2.9882	1.6835	13.4249
O	5.923	8.7529	21.2352
O	2.607	2.4424	10.91
O	7.7126	4.8398	21.1977
O	5.4371	7.4328	12.692
O	0.7139	8.9903	12.2774
O	7.7714	1.0074	13.5353
O	7.2685	9.5979	14.7276
O	9.1642	4.9634	12.6781
O	8.2215	7.9883	16.9044
O	6.3024	2.5552	21.877
O	2.6293	9.0217	14.0417
O	0.5964	4.4363	11.8315
O	0.8989	8.2833	20.9319
O	9.5134	3.7805	10.3181
O	9.8457	2.3183	12.4791
O	7.7442	8.521	19.3859
O	2.8715	8.0062	11.3037
O	4.1274	3.0062	15.4076
O	0.9959	4.4443	14.4169
O	10.1765	2.9571	18.9537
O	9.4305	7.7299	12.8919
O	10.6082	0.4943	20.068
O	6.1529	4.9936	11.9495
O	8.301	2.6885	17.0177
O	3.6851	5.4291	16.758
O	4.9277	8.7606	10.43
O	1.7053	6.6305	13.1405
O	4.9553	5.419	14.389
O	2.1307	3.8026	20.9261
O	10.7014	1.3439	16.9693
O	1.1028	6.0121	16.5526
O	7.4225	10.931	21.9587
O	6.0122	0.8458	19.9373
O	6.2091	10.007	12.4043
O	3.0221	0.4752	15.5827
O	7.3394	7.9732	10.9193
O	10.3667	7.9667	18.6726
O	3.5996	9.129	16.5325

Results
free energy: -135978.560 eV
free energy less fixed offsets of B -154.04, O -568.88, Si -635.61 eV per atom: -1.880 eV

Forces (eV/angstrom), in the order of the atoms: element, x, y, z
Si	-0.0012	-0.0017	-0.0023
Si	0	-0.0012	-0.0033
Si	0.0005	-0.0003	-0.0024
Si	-0.0006	0.0015	-0.0027
Si	0.0019	0.001	-0.0025
Si	0.0008	0.0002	-0.0027
Si	-0.0013	0.0005	-0.0033
Si	-0.0004	0.0012	-0.0028
Si	-0.0017	0.0003	-0.0013
Si	-0.0013	-0.0004	0.001
Si	-0.0008	-0.0017	0.0002
Si	-0.0009	-0.0007	-0.0004
Si	-0.0012	-0.0008	0.0012
Si	-0.0001	-0.0003	-0.0009
Si	-0.0005	-0.0006	-0.0005
Si	-0.001	-0.0002	0.0008
Si	0.0042	0.002	-0.0023
Si	0.0045	0.0039	0.0012
Si	-0.0024	-0.0009	0.0001
Si	-0.0014	-0.001	0.0022
Si	0.0016	0.005	0.003
Si	0.0019	0.002	0.0021
Si	0.0023	0.0015	0.0009
Si	-0.0011	0.0003	0
Si	0.0037	0.0036	-0.0014
Si	-0.0007	-0.003	-0.001
Si	0.0053	-0.0007	0.0039
Si	0.0004	0.0004	0.0027
Si	-0.0001	-0.0039	-0.0017
Si	0.0018	-0.0012	-0.0019
Si	-0.0044	-0.0043	0.0076
Si	0.0016	-0.0007	0.0041
Si	0.0032	-0.001	-0.0031
Si	0.0011	-0.0028	0.0005
Si	-0.0044	0.0036	0.0006
Si	-0.0012	0.0002	0
Si	-0.0009	-0.0003	0.0004
Si	-0.0004	0.0004	-0.0001
Si	-0.001	0.0033	-0.0031
Si	-0.0032	0.004	0.0017
Si	0.1078	-0.0277	-0.0816
Si	0.0993	-0.0493	-0.032
Si	0.1281	-0.1138	0.0663
Si	-0.0328	-0.146	-0.0913
Si	0.0689	-0.1963	0.0268
Si	0.1043	-0.0485	-0.1296
Si	0.0137	-0.1097	-0.0433
Si	-0.1079	-0.1741	0.1213
Si	-0.0821	0.1058	0.0329
Si	-0.1325	0.0678	-0.0886
Si	0.0327	0.1638	0.0212
Si	-0.0254	0.1206	0.1208
Si	-0.0905	-0.0082	-0.0317
Si	-0.0425	0.0936	-0.0189
Si	0.0131	0.1582	0.1103
Si	-0.0385	0.144	0.0185
Si	-0.0008	0.0003	-0.0038
Si	-0.0031	0.0025	0.0068
Si	0.0038	-0.0018	-0.0059
Si	0.0035	-0.0023	0.0041
Si	0.0018	-0.0023	0.0023
Si	0.0005	0.0037	-0.0037
Si	0.001	-0.0003	0.0036
Si	0.0009	0.0013	-0.0047
Si	0.0081	-0.0072	0.0053
Si	-0.0025	0.0021	0.0043
Si	0.0057	-0.0043	-0.0014
Si	-0.0012	0.0034	-0.007
Si	-0.0075	0.0012	0.0074
Si	-0.0018	-0.001	-0.0004
Si	-0.0067	0.0047	-0.0022
Si	0.0019	-0.0117	-0.0032
Si	-0.0147	-0.0087	0.0078
Si	0.0005	-0.0087	0.0013
Si	-0.0005	0.0055	-0.002
Si	0.0039	-0.0076	0.0019
Si	0.0029	0.0049	0.0021
Si	-0.0127	-0.0016	0.0037
Si	-0.0093	-0.002	0.0093
Si	0.0022	0.0105	0.0066
Si	0.014	0.0022	-0.0027
Si	-0.0007	-0.0053	0.0063
Si	0.0089	0.0025	0.0048
Si	-0.0041	-0.0067	-0.0042
Si	-0.0075	-0.0024	-0.0026
Si	0.008	0.0049	-0.0047
Si	-0.0058	-0.0121	0.0045
Si	0.0049	0.0007	0.0002
Si	0.0008	-0.0048	0.0057
Si	0.0093	-0.0065	-0.0298
Si	-0.0019	-0.0011	-0.0065
Si	0.0025	0.0068	0.0337
Si	0.009	0.0068	0.0149
Si	0.005	-0.0025	0.0074
B	-0.0719	0.0831	0.0102
Si	0.0018	-0.0052	-0.01
O	0.0007	-0.0001	0.0019
O	-0.0005	0.0005	0.0016
O	-0.0004	0.0007	0.0012
O	-0.0002	0.0005	0.0012
O	-0.0009	0.0037	-0.0042
O	-0.0025	0.0016	-0.0027
O	0.0555	-0.0573	-0.0262
O	-0.0012	0.0054	-0.0146
O	-0.0067	0.0001	-0.0125
O	-0.0025	0.0062	0.0032
O	-0.0039	0.0032	0.0085
O	0.0034	-0.0011	0.0044
O	0.0008	-0.0017	-0.0054
O	0.0023	-0.0045	-0.0098
O	0.0039	-0.0036	0.006
O	-0.0007	-0.0004	0.0008
O	0.0001	0.0003	0.0005
O	-0.0002	-0.0004	0.0018
O	-0.0013	0.0005	0.0005
O	0.0006	0	-0.0006
O	-0.0002	0.0001	0.001
O	0.0008	0.0003	0.0003
O	0.0022	-0.0011	0.0015
Si	0.0007	0.0005	-0.0029
Si	-0.0001	-0.0012	-0.0024
Si	-0.0006	0.0005	-0.0027
Si	0	0.0007	-0.0033
Si	0.0001	0	-0.0016
Si	-0.0022	-0.001	0.0003
Si	0.0005	-0.0001	-0.0003
Si	-0.0014	0.0008	0
Si	-0.0009	-0.0006	-0.0022
Si	0.0023	-0.0015	-0.0017
Si	-0.0004	0.0014	0.0008
Si	-0.0007	0.0001	-0.0034
Si	0.003	0.0004	-0.0009
Si	-0.0001	0.0004	-0.0009
Si	-0.0004	0	0.0012
Si	0.001	-0.0014	-0.0091
Si	-0.0003	-0.0003	-0.0025
Si	-0.0001	-0.0006	-0.0033
Si	0.0001	-0.0004	-0.0008
B	0.0036	0.0025	0.0033
Si	-0.0003	-0.0002	-0.0031
Si	-0.0008	0.0004	-0.0007
Si	-0.0029	-0.0007	0.0004
Si	0	0.0001	-0.0006
Si	0.0032	0.0005	0.0028
Si	0.0001	-0.0004	-0.0005
Si	-0.0005	0.0003	-0.0031
Si	0	0.0002	-0.0001
Si	0.0004	-0.0001	-0.0024
Si	-0.0067	0.0044	-0.0013
Si	-0.0012	-0.0002	-0.0021
Si	-0.0004	0.0002	-0.003
Si	-0.0007	-0.0008	0.0027
Si	-0.001	0.0007	-0.0027
Si	0.0004	0.0016	-0.0017
Si	-0.001	0.0011	-0.0003
Si	0	-0.0011	0.0001
Si	-0.0008	0.0007	-0.0032
O	-0.0003	-0.0002	0.0001
O	-0.0006	0.0003	0.0012
O	0.0026	0.0007	0.001
O	0.0001	0.0002	0.0018
O	-0.0016	-0.0007	0.0014
O	-0.0018	-0.0004	0.0014
O	-0.0001	-0.0007	0.0009
O	0.0018	0.0006	0.0016
O	-0.0009	0.0014	0.0003
O	0.0007	0.0005	0.0013
O	0.0018	0.0003	-0.0008
O	0.0007	0.0003	-0.0001
O	0.0008	-0.0001	0.0022
O	0.0002	-0.0002	-0.0008
O	0.0011	0.0007	-0.0002
O	0.0015	0.0002	0.0004
O	-0.0014	0	0.0004
O	0.002	0.0003	0.0013
O	-0.0011	0.0014	0.0012
O	0.0003	0.0003	-0.0002
O	-0.0017	0	-0.0002
O	0.0011	0.0007	0.0009
O	-0.0001	0.0003	0.0014
O	0.0026	0.0004	0.0014
O	0.0025	-0.0001	0.0014
O	-0.0007	0.0001	0.0015
O	0.0004	0.0005	0.0011
O	0.0004	-0.0017	0.0005
O	-0.0028	0.0004	0.0011
O	0.001	-0.0003	0.0008
O	0.0005	0.0005	-0.0002
O	-0.001	-0.0009	-0.0003
O	0.0003	0.0007	-0.0008
O	0	-0.001	0.0004
O	-0.0005	0.0018	-0.0007
O	-0.0013	0.0001	0.0006
O	0.0004	0.0005	0.0006
O	0.0005	0.001	0.0007
O	-0.0016	0.0007	0.0012
O	0.0001	0.001	-0.0007
O	-0.0017	-0.001	0.0004
O	0.0005	-0.0001	0.0016
O	-0.0002	0.0003	-0.0003
O	-0.0021	0.0012	0.0018
O	-0.001	-0.0008	0.0002
O	0.0005	0.0002	0.0009
O	-0.002	0.0011	0.0035
O	0.0012	0.0006	0.0017
O	-0.0017	0.001	0.0009
O	-0.0025	0.0005	0.0013
O	-0.0012	-0.0002	0.0016
O	-0.0015	0.0002	0.0005
O	-0.0014	0.0006	0.0004
O	-0.0011	0.0002	0.0015
O	0.0015	-0.0002	0.0017
O	-0.0065	-0.0007	-0.0049
O	0.002	0.0018	0
O	0.0004	0.0005	0.0003
O	0.0008	0	-0.0003
O	0.0015	0.0001	0.0016
O	-0.002	-0.0001	0.0016
O	-0.0002	-0.0003	-0.0003
O	-0.0016	0.0005	0.0003
O	0.0008	0.0003	0.0016
O	0.0014	-0.0007	0.0014
O	-0.0015	-0.0021	0.0001
O	0.0007	0.0002	0.0012
O	-0.001	0.0002	0.001

The program warned: the cutoff lies below the one the program advises for these potential files; the exchange-correlation potential is rough where the density is thin.
